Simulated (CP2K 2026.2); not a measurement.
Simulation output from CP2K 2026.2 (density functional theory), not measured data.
Periodic cell of 534 atoms, Si358O176, from a study of silicon, its oxide and their interface. The atomic structure is a simulated model.
Doubt: the forces sum to 0.69 eV/angstrom along one axis rather than to zero, so they err by at least 0.0013 eV/angstrom per atom on average; the grid cutoff is modest.

Settings: functional PBE; method Gaussian and plane waves; basis set DZVP-MOLOPT-SR-GTH; pseudopotentials GTH-PBE; grid cutoff 350 Ry, relative cutoff 50 Ry; k points Gamma only; occupations fixed; spin none; net charge 0.

Cell vectors (angstrom)
a 16.4025 0 0
b 0 16.4025 0
c 0 0 35.7842

Atoms and the computed forces on them: element, x, y, z (angstrom), force x, y, z (eV/angstrom)
Si 16.16 0.415 0.105 0.237 0.236 0.272
Si 3.066 2.425 35.664 -0.205 -0.162 0.803
Si 16.369 5.644 35.696 0.259 -0.209 -0.102
Si 2.256 8.819 35.773 0.353 -0.057 -0.086
Si 0.358 10.233 35.731 -0.871 -0.288 -0.276
Si 3.033 13.291 0.173 0.474 0.112 -0.092
Si 5.357 0.158 0 0.091 -0.163 0.202
Si 8.692 2.339 0.493 -0.125 -0.017 -0.023
Si 4.921 5.069 35.307 0.146 -0.027 0.791
Si 8.322 7.81 35.729 0.215 -0.147 0.091
Si 5.111 10.958 0.04 0.076 0.144 0.041
Si 8.042 13.342 35.638 -0.242 0.158 -0.127
Si 10.869 0.239 0.16 0.192 0.209 -0.552
Si 13.853 2.535 35.75 0.004 -0.106 -0.007
Si 10.508 5.54 0.214 0.149 0.037 0.191
Si 13.302 8.123 0.18 -0.156 0.087 0.31
Si 11.234 10.487 35.675 -0.426 -0.089 0.316
Si 14.384 14.019 35.521 -0.184 0.182 -0.009
Si 1.418 1.476 1.359 0.051 -0.153 -0.532
Si 4.075 3.972 1.405 -0.165 -0.14 -0.36
Si 1.41 6.934 1.248 -0.113 -0.114 0.036
Si 3.927 9.55 1.465 0.088 0.086 0.004
Si 1.528 12.381 1.682 -0.104 0.066 0.083
Si 4.213 14.962 1.349 -0.104 0.12 -0.112
Si 6.896 1.217 1.523 0.023 0.078 -0.342
Si 9.602 4.035 1.771 0.048 0.032 -0.296
Si 6.567 6.604 1.073 0.275 0.171 -0.415
Si 9.509 9.451 1.27 0.255 -0.132 -0.217
Si 6.772 12.09 1.344 -0.221 0.037 -0.138
Si 9.595 15.16 1.445 -0.388 0.306 0.034
Si 12.372 1.429 1.494 0.06 0.114 -0.145
Si 15.033 4.176 1.279 -0.012 -0.117 -0.2
Si 12.141 6.698 1.543 -0.367 -0.105 0.006
Si 14.998 9.311 1.318 0.101 0.177 -0.128
Si 12.401 12.071 1.267 0.135 -0.048 0.015
Si 15.155 15.235 1.529 0.022 -0.051 0.015
Si 0.023 2.822 2.726 -0.026 0.025 -0.039
Si 2.747 16.359 2.713 0.038 0.057 -0.209
Si 0.006 8.094 2.786 0.024 0.213 -0.146
Si 2.717 5.464 2.668 -0.021 -0.007 -0.168
Si 0.077 13.775 2.87 -0.031 0.123 0.102
Si 2.744 10.884 2.975 -0.121 -0.035 0.139
Si 5.506 2.688 2.802 0.113 -0.074 -0.157
Si 8.277 16.381 2.955 -0.088 -0.049 0.242
Si 5.399 8.077 2.615 0.031 -0.021 -0.039
Si 8.023 5.438 2.755 -0.273 -0.066 0.008
Si 5.545 13.605 2.757 0.121 0.078 0.01
Si 8.191 10.808 2.686 0.102 -0.061 0.118
Si 11.065 2.734 2.976 0.145 0.053 0.216
Si 13.654 0.026 2.864 0.056 -0.074 0.037
Si 10.828 8.172 2.814 0.073 -0.007 0.047
Si 13.659 5.394 2.79 -0.057 0.108 -0.077
Si 10.973 13.582 2.591 0.066 -0.171 -0.031
Si 13.738 10.818 2.74 0.034 -0.089 0.048
Si 1.378 4.141 4.131 -0.119 0.016 -0.038
Si 4.096 1.319 4.129 0.035 0.021 -0.107
Si 1.314 9.495 4.223 0.015 0.017 -0.188
Si 4.078 6.783 4.099 0.026 -0.007 -0.088
Si 1.423 15.097 4.225 0.028 -0.044 -0.01
Si 4.159 12.3 4.204 0.024 0.036 -0.04
Si 6.795 4.067 4.212 -0.067 0.078 -0.059
Si 9.613 1.38 4.274 -0.016 0.049 -0.105
Si 6.795 9.451 4.048 0.014 0.061 -0.078
Si 9.454 6.787 4.142 -0.007 0.179 -0.084
Si 6.868 14.963 4.211 0.119 -0.097 -0.15
Si 9.597 12.22 4.034 -0.056 0.055 -0.081
Si 12.382 4.114 4.288 0.013 -0.201 0
Si 15.079 1.414 4.157 -0.065 -0.015 -0.146
Si 12.311 9.515 4.14 -0.04 -0.091 -0.087
Si 15.028 6.765 4.158 0.092 -0.047 -0.02
Si 12.254 14.97 4.107 0.019 0.087 -0.064
Si 15.062 12.288 4.115 -0.047 -0.058 -0.206
Si 16.393 16.376 10.987 -0.001 0.004 -0.006
Si 2.732 2.714 11.006 -0.014 0.038 0
Si 16.388 5.452 11.008 0.022 -0.023 -0.012
Si 2.742 8.19 11.004 -0.016 -0.02 -0.002
Si 16.395 10.923 10.988 0.018 0.008 -0.004
Si 2.735 13.648 10.971 -0.008 0.019 -0.001
Si 5.466 16.38 10.994 -0.049 0.038 0.002
Si 8.195 2.721 11.002 -0.017 -0.011 -0.004
Si 5.471 5.459 11.007 0 -0.017 0.006
Si 8.199 8.187 10.994 0.011 -0.008 0.002
Si 5.489 10.913 10.984 0.009 -0.025 -0.006
Si 8.216 13.633 10.988 0.004 0.008 0.006
Si 10.929 16.373 10.998 0.014 0.009 0.005
Si 13.656 2.709 10.999 0.008 -0.001 -0.001
Si 10.914 5.469 10.999 -0.033 0.006 -0.001
Si 13.647 8.198 10.998 0.01 -0.003 0
Si 10.934 10.918 10.991 -0.005 0 0.005
Si 13.664 13.647 10.992 -0.009 0.005 0.008
Si 1.352 1.34 12.348 0.011 -0.003 -0.028
Si 4.096 4.089 12.358 -0.025 -0.062 -0.012
Si 1.362 6.822 12.357 -0.018 -0.001 -0.007
Si 4.133 9.555 12.361 0.004 0.032 0.002
Si 1.373 12.286 12.349 -0.034 -0.003 -0.004
Si 4.089 15.016 12.353 0.006 -0.036 0.002
Si 6.826 1.349 12.367 0.03 0.008 -0.006
Si 9.543 4.112 12.375 0.026 -0.003 0.009
Si 6.841 6.831 12.374 0.003 0.022 0.006
Si 9.566 9.557 12.351 -0.004 0.007 -0.017
Si 6.865 12.262 12.359 -0.031 0.038 0.005
Si 9.574 14.991 12.368 -0.022 0.006 -0.003
Si 12.278 1.353 12.37 -0.001 -0.018 0.004
Si 15.016 4.078 12.367 -0.014 -0.001 0.008
Si 12.266 6.85 12.372 0.047 -0.033 0.007
Si 15.013 9.57 12.362 0.01 -0.015 -0.011
Si 12.286 12.292 12.359 0.018 -0.019 -0.006
Si 15.023 15.02 12.357 0.047 0.049 -0.002
Si 16.384 2.689 13.718 0.065 -0.036 0.035
Si 2.707 16.383 13.72 -0.077 0.089 0.017
Si 16.394 8.195 13.704 0.012 0.019 0.001
Si 2.738 5.46 13.719 -0.023 -0.002 0.044
Si 16.398 13.654 13.71 0.045 -0.021 0.008
Si 2.764 10.929 13.71 0.001 -0.037 -0.004
Si 5.457 2.733 13.73 -0.045 0.054 0.024
Si 8.194 16.361 13.709 0.022 0.035 -0.014
Si 5.514 8.218 13.753 -0.034 -0.063 0.003
Si 8.194 5.489 13.773 0.022 -0.069 0.035
Si 5.48 13.637 13.685 0.001 -0.005 -0.058
Si 8.245 10.914 13.749 0.035 -0.076 -0.022
Si 10.911 2.741 13.728 -0.015 0.003 -0.015
Si 13.64 16.373 13.73 0.01 0.016 0.029
Si 10.905 8.227 13.759 -0.095 0.014 0.014
Si 13.636 5.463 13.706 0.011 0.011 -0.031
Si 10.926 13.625 13.764 0.024 0.04 0.038
Si 13.635 10.935 13.732 -0.016 0.04 0.008
Si 1.364 4.063 15.055 -0.026 0.002 0.02
Si 4.087 1.341 15.075 0 0.012 0.021
Si 1.394 9.547 15.047 -0.048 0.004 -0.055
Si 4.116 6.846 15.074 0.051 0.012 -0.007
Si 1.344 15.014 15.099 -0.014 -0.055 -0.021
Si 4.143 12.293 15.075 0.023 0.051 0.016
Si 6.784 4.135 15.118 -0.014 -0.096 -0.037
Si 9.527 1.359 15.061 0.013 -0.037 -0.015
Si 6.909 9.568 15.144 0.007 0.042 0.07
Si 9.541 6.889 15.164 0.065 0.017 0.035
Si 6.85 14.961 15.06 -0.053 -0.006 0.058
Si 9.605 12.23 15.172 -0.036 0.025 0.078
Si 12.264 4.131 15.095 -0.056 -0.046 0.001
Si 14.996 1.34 15.102 -0.016 0.021 0.018
Si 12.239 9.624 15.132 0.145 -0.04 0.073
Si 14.998 6.84 15.048 -0.009 -0.075 0.046
Si 12.284 15.007 15.123 -0.013 0.037 0.008
Si 15.009 12.31 15.071 0.055 -0.015 -0.012
Si 16.28 16.286 16.475 0.071 0.115 0.007
Si 2.746 2.728 16.454 -0.005 0.001 0.064
Si 16.354 5.428 16.366 0.064 0.091 0.042
Si 2.766 8.208 16.428 0.011 -0.02 0.138
Si 0.02 10.935 16.346 -0.058 0.004 0.069
Si 2.801 13.689 16.426 -0.066 -0.115 0.113
Si 5.448 16.31 16.38 0.135 0.04 0.006
Si 8.104 2.677 16.407 -0.036 0.047 0.087
Si 5.472 5.562 16.518 -0.143 -0.031 0.073
Si 8.235 8.251 16.639 0.049 0.002 0.054
Si 5.555 10.978 16.457 -0.028 -0.132 0.103
Si 8.176 13.577 16.469 0.039 0.114 0.086
Si 10.891 0.01 16.432 0.007 -0.006 0.17
Si 13.635 2.767 16.438 0.054 -0.089 0.102
Si 10.922 5.513 16.49 0.06 0.015 0.113
Si 13.62 8.218 16.402 0.026 0.095 0.029
Si 10.968 10.943 16.685 -0.06 0.034 0.075
Si 13.64 13.618 16.507 0.018 0.061 0.005
Si 1.335 1.253 17.684 0.023 0.008 -0.16
Si 4.114 4.155 17.855 -0.013 0.077 0.038
Si 1.362 6.759 17.687 -0.026 -0.109 -0.19
Si 4.17 9.626 17.766 -0.052 -0.071 -0.217
Si 1.376 12.314 17.686 0.018 0.054 -0.15
Si 4.21 14.975 17.87 0 -0.084 0.09
Si 6.761 1.234 17.77 -0.043 -0.084 -0.192
Si 9.393 4.153 17.693 -0.049 0.015 -0.041
Si 6.746 6.982 18.004 0.097 0.018 0.043
Si 9.653 9.546 18.136 0.011 -0.172 0.137
Si 6.887 12.253 17.982 0.073 -0.036 0.062
Si 9.555 14.959 17.768 0.037 -0.018 -0.254
Si 12.252 1.409 17.798 -0.026 0.085 -0.127
Si 14.999 4.142 17.819 -0.101 0.11 -0.047
Si 12.331 6.914 17.896 -0.015 -0.038 0.066
Si 15.043 9.583 17.687 0.001 0.042 -0.144
Si 12.386 12.347 18.061 0.027 -0.021 0.107
Si 14.879 14.967 17.968 0.009 0.007 0.176
Si 16.337 2.604 18.951 -0.081 -0.046 0.183
Si 2.698 16.328 19.062 -0.085 0.035 0.334
Si 0.078 8.237 18.914 0.1 -0.055 0.331
Si 2.615 5.481 19.206 -0.037 -0.08 0.222
Si 0.005 13.51 19.161 0.152 -0.043 0.359
Si 2.811 11.026 19.009 -0.01 0.018 0.371
Si 5.415 2.604 19.102 0.002 0.056 -0.083
Si 8.155 16.253 19.112 -0.29 -0.303 0.088
Si 5.382 8.461 19.394 -0.03 0.176 0.32
Si 8.189 5.559 19.207 -0.255 -0.173 -0.084
Si 5.541 13.596 19.425 0.054 0.107 0.245
Si 8.296 10.979 19.497 -0.089 0.278 0.182
Si 10.801 2.868 18.996 0.302 0.359 0.145
Si 13.328 16.357 19.336 0.17 0.21 0.232
Si 11.053 8.124 19.583 0.306 0.269 -0.029
Si 13.891 5.746 19.271 0.197 -0.22 0.174
Si 10.943 13.866 19.334 -0.232 -0.059 0.242
Si 13.884 10.845 19.286 0.079 -0.12 0.237
Si 1.369 3.729 20.375 0.156 -0.161 -0.12
Si 3.71 1.597 20.344 -0.098 -0.251 0.087
Si 1.549 9.487 20.185 0.056 0.099 -0.082
Si 3.682 7.203 20.501 -0.28 0.188 -0.067
Si 1.588 14.737 20.384 -0.043 0.084 -0.064
Si 3.778 12.479 20.621 -0.176 0.269 -0.26
Si 6.998 3.162 20.747 -0.084 0.129 0.055
Si 9.576 1.306 20.157 -0.634 0.405 -0.264
Si 6.714 9.999 21.029 0.315 -0.329 -0.493
Si 9.742 6.42 20.688 0.122 0.047 -0.049
Si 7.231 14.697 20.793 -0.07 0.383 -0.133
Si 9.572 12.597 20.773 0.139 -0.151 -0.267
Si 11.316 4.602 20.634 -0.358 -0.481 -0.073
Si 14.763 1.509 20.33 0.021 -0.055 -0.188
Si 12.926 9.278 20.789 -0.064 -0.076 -0.281
Si 15.314 7.17 20.629 -0.063 0.195 -0.689
Si 11.206 15.919 20.659 0.555 -0.228 0.192
Si 15.762 11.65 20.578 0.092 0.016 -0.017
Si 5.064 11.394 23.214 -0.227 0.066 0.267
Si 5.167 1.987 22.835 0.036 0.021 0.014
Si 3.123 4.046 24.202 -0.124 -0.127 0.035
Si 3.507 9.049 24.443 -0.233 0.143 0.163
Si 4.732 6.482 23.265 0.04 -0.07 0.177
Si 2.673 6.506 28.339 -0.139 0.06 -0.025
Si 7.141 16.196 23.549 0.18 -0.031 0.212
Si 12.514 1.188 24.528 -0.006 -0.067 0.423
Si 7.757 7.556 22.873 -0.129 -0.09 0.187
Si 9.238 7.805 25.527 0.086 -0.049 0.219
Si 1.614 10.906 25.589 -0.067 0.042 -0.047
Si 9.398 15.482 28.571 -0.035 0.075 0.055
Si 10.138 16.105 23.617 0.167 -0.061 0.29
Si 15.168 0.361 25.042 -0.164 0.028 0.166
Si 12.995 3.055 22.229 -0.005 -0.059 -0.027
Si 0.446 5.322 22.69 -0.098 -0.166 0.354
Si 11.926 11.647 22.719 -0.071 -0.052 -0.188
Si 15.946 15.909 22.338 0.206 0.113 0.023
Si 3.93 14.185 29.586 0.101 -0.075 0.098
Si 3.361 2.299 26.727 -0.033 -0.125 0.057
Si 4.764 4.693 27.487 0.076 -0.032 0.044
Si 12.041 6.326 25.866 0.015 -0.127 0.132
Si 14.473 13.346 22.749 0.199 -0.055 0.123
Si 4.782 11.435 28.548 0.036 0.038 0.139
Si 8.645 14.832 25.736 0.043 0.018 -0.065
Si 14.766 5.605 29.885 0.07 -0.015 -0.15
Si 11.037 7.964 29.831 -0.095 -0.11 0.082
Si 10.505 9.969 27.443 0.065 -0.057 0.041
Si 9.977 12.87 27.317 0.003 0.037 0.002
Si 0.137 15.166 27.2 -0.062 -0.027 0.046
Si 0.055 0.383 29.946 -0.015 -0.007 -0.162
Si 14.118 15.22 31.219 0.054 -0.117 -0.277
Si 14.249 5.113 24.228 -0.141 -0.026 0.303
Si 14.318 2.891 25.974 -0.024 -0.09 0.052
Si 0.523 8.652 27.518 0.107 0.059 0.07
Si 1.612 13.49 31.49 0.149 -0.303 -0.23
Si 4.333 12.73 25.877 -0.165 -0.059 0.198
Si 3.198 15.503 26.843 -0.025 0.01 0.15
Si 4.992 4.085 30.554 0.021 -0.098 -0.132
Si 2.348 2.413 29.807 0.129 -0.109 -0.071
Si 12.35 11.691 25.902 0.184 0.184 0.182
Si 6.806 6.994 27.162 -0.005 -0.027 0.159
Si 6.849 15.124 30.554 0.005 -0.013 -0.036
Si 7.853 4.055 31.313 0.17 -0.018 -0.259
Si 5.457 9.752 31.063 -0.083 0.09 -0.073
Si 11.075 5.271 28.508 -0.145 -0.074 -0.03
Si 4.418 8.665 27.374 0.105 0.111 0.073
Si 15.478 12.445 30.591 0.074 -0.102 -0.182
Si 14.337 2.555 29.023 -0.072 -0.078 -0.157
Si 11.952 0.68 29.791 -0.004 0.004 0.039
Si 15.344 12.681 25.679 0.137 -0.018 0.321
Si 14.283 7.699 27.539 -0.031 0.016 0.092
Si 2.286 4.577 33.846 0.104 -0.18 0.038
Si 6.928 0.17 33.127 0.091 -0.076 -0.094
Si 4.817 7.09 31.799 -0.051 0.032 -0.351
Si 1.327 5.054 30.763 -0.057 0.043 -0.216
Si 0.698 14.546 34.146 -0.124 -0.016 0.046
Si 2.891 9.023 32.569 -0.198 0.07 -0.41
Si 7.082 3.298 33.95 0.242 -0.032 0.051
Si 10.876 3.248 30.929 -0.275 -0.122 -0.148
Si 6.476 8.965 33.573 -0.007 0.248 -0.102
Si 8.566 6.421 29.521 0.027 -0.08 0.014
Si 8.157 13.988 32.866 -0.068 0.288 -0.382
Si 10.499 12.683 33.988 -0.151 -0.092 -0.389
Si 12.226 4.234 33.71 -0.21 0.019 0.265
Si 0.706 10.938 32.624 0.106 0.023 -0.277
Si 13.554 7.969 31.445 0.062 0.069 -0.277
Si 14.005 6.856 34.195 0.094 0.117 0.079
Si 12.76 14.863 34.084 0.074 0.243 0.304
Si 14.966 9.726 29.457 0.01 0.25 -0.015
O 15.745 13.722 34.592 0.046 -0.119 -0.068
O 0.482 16.103 34.583 0.208 0.048 -0.108
O 2.739 3.012 34.135 -0.142 -0.154 -0.26
O 4.185 1.25 35.379 0.006 0.086 -0.125
O 15.584 6.497 34.498 0.01 -0.081 0.235
O 0.974 4.684 34.8 -0.233 0.276 0.319
O 3.236 7.519 32.015 0.125 -0.145 -0.241
O 2.886 8.923 34.204 0.071 -0.129 0.419
O 14.589 9.116 30.912 0.195 0.091 0.232
O 16.237 5.669 30.598 0.037 -0.106 -0.094
O 1.416 9.557 32.071 0.086 0.012 0.08
O 2.067 13.944 34.798 -0.237 -0.216 -0.022
O 8.296 15.625 33.177 0.022 -0.092 0.059
O 5.93 16.033 34.309 -0.227 0.04 0.19
O 8.001 3.419 35.26 0.095 0.144 -0.217
O 7.823 4.285 32.908 0.029 0.07 0.073
O 3.54 5.512 34.425 0.289 0.335 0.111
O 5.615 3.896 34.335 -0.045 0.332 0.04
O 7.872 8.49 34.268 -0.101 -0.147 0.288
O 6.669 9.851 32.185 0.027 -0.242 -0.113
O 5.715 9.966 34.639 0.088 0.229 -0.027
O 4.093 12.173 35.236 -0.091 -0.036 0.544
O 8.172 14.849 0.517 0.524 -0.247 0.261
O 7.338 13.352 34.138 0.008 -0.339 0.197
O 9.756 1.38 35.385 -0.181 -0.198 0.461
O 11.882 13.499 33.809 -0.104 -0.085 0.193
O 14.995 1.425 35.229 0.017 0.065 0.528
O 13.066 2.966 34.338 0.031 0.136 0.251
O 9.476 6.659 35.322 -0.049 0.173 0.638
O 11.019 4.636 34.727 0.061 -0.509 -0.189
O 12.219 9.224 35.318 0.182 0.061 0.281
O 13.843 7.975 33.031 -0.043 -0.05 0.048
O 9.661 13.013 35.373 -0.098 -0.137 0.07
O 13.636 12.66 0.287 -0.014 -0.399 -0.176
O 0.211 10.647 34.136 0.028 -0.004 0.261
O 11.715 16.031 34.626 -0.277 0.209 0.313
O 5.166 4.636 29.05 0.014 -0.01 0.08
O 2.56 2.68 20.906 0.076 -0.06 -0.192
O 6.058 0.999 23.815 -0.026 0.199 0.029
O 4.499 1.023 21.688 0.137 -0.095 -0.108
O 9.718 11.349 27.832 0.174 0.138 0.059
O 2.573 8.422 21.02 0.07 -0.223 -0.207
O 8.6 8.254 24.099 0.086 0.179 -0.019
O 4.381 6.235 21.682 -0.324 0.084 -0.267
O 0.214 11.71 25.293 -0.005 -0.083 -0.298
O 2.724 13.704 20.984 0.077 -0.127 -0.299
O 2.106 9.926 24.339 0.197 -0.168 -0.165
O 1.286 9.908 26.839 0.02 0.042 0.361
O 6.185 3.095 22.179 -0.068 -0.074 0.091
O 7.35 4.733 20.422 0.086 -0.139 -0.264
O 13.575 16.371 24.84 0.116 0.185 -0.291
O 12.836 1.655 23.01 -0.157 -0.269 -0.259
O 4.745 9.99 23.974 0.247 0.01 -0.243
O 6.378 11.13 22.254 0.321 -0.387 -0.345
O 12.821 5.246 20.455 0.021 -0.02 -0.057
O 8.859 6.611 22.11 0.304 -0.283 -0.161
O 8.441 13.681 21.352 -0.038 -0.098 0.012
O 6.665 15.368 22.215 -0.13 -0.021 -0.292
O 10.456 12.01 22.074 -0.147 0.075 -0.006
O 12.94 1.696 28.962 -0.004 0.202 0.083
O 11.51 3.705 22.022 0.058 -0.156 0.039
O 8.365 2.25 20.924 0.301 -0.264 0.37
O 13.739 2.717 20.821 0.065 0.173 0.067
O 16.153 16.126 23.937 0.008 0.2 -0.027
O 14.155 8.217 21.302 -0.032 -0.116 -0.178
O 12.428 10.209 22.082 -0.067 -0.029 0.146
O 0.345 4.047 21.66 0.028 -0.119 -0.197
O 0.137 6.591 21.633 0.202 0.081 0.188
O 12.783 2.382 25.632 0.117 0.176 -0.191
O 11.028 15.638 22.329 0.002 -0.059 -0.02
O 0.488 10.481 21.042 0.027 0.261 -0.495
O 15.426 12.209 22.093 0.083 0.118 0.002
O 3.823 12.602 29.162 0.117 -0.058 -0.072
O 14.875 13.478 24.331 -0.245 0.343 -0.436
O 4.776 3.16 26.883 0.141 0.074 -0.355
O 3.564 0.671 26.418 0.324 0.128 -0.051
O 3.912 2.801 23.476 0.212 -0.012 0.197
O 3.761 2.95 30.567 -0.066 0.035 0.135
O 2.591 3.202 25.555 -0.19 0.164 -0.176
O 7.361 8.709 21.807 -0.128 0.141 0.297
O 8.091 6.863 26.189 0.066 -0.22 -0.224
O 3.671 7.694 23.584 -0.068 -0.08 0.22
O 3.922 7.541 28.434 0.175 -0.166 0.329
O 0.975 15.417 21.761 -0.17 -0.015 -0.114
O 7.277 15.291 24.94 -0.285 0.01 -0.355
O 2.863 11.944 25.907 0.074 0.142 -0.2
O 9.851 14.849 24.619 -0.126 0.044 0.062
O 14.522 4.462 25.693 0.046 -0.127 0.167
O 6.348 6.838 23.411 -0.093 -0.044 0.062
O 9.521 9.085 26.493 -0.183 -0.076 0.04
O 11.688 5.122 26.979 0.228 0.047 -0.209
O 10.873 9.211 28.818 -0.171 0.244 -0.138
O 11.447 12.91 26.56 0.014 -0.065 0.143
O 8.719 13.303 26.328 -0.047 0.18 0.039
O 8.914 15.831 27.03 -0.201 -0.072 -0.062
O 9.967 13.938 28.564 0.247 -0.223 -0.109
O 10.961 0.759 24.566 -0.289 0.171 -0.13
O 15.519 0.924 21.679 0.206 0.028 -0.156
O 0.202 15.651 28.758 -0.051 -0.153 0.093
O 15.549 16.018 31.088 0.031 0.036 0.286
O 13.953 4.028 23.08 -0.039 -0.068 -0.262
O 12.862 5.952 24.485 0.002 0.186 -0.185
O 14.771 2.734 27.489 0.295 0.043 -0.204
O 15.698 5.714 23.805 0.281 0.127 -0.189
O 11.933 11.509 24.336 0.027 0.038 -0.126
O 14.27 4.043 29.726 -0.107 -0.035 0.007
O 14.765 14.803 22.059 -0.112 -0.172 0.176
O 12.939 12.904 22.399 -0.066 0.174 -0.099
O 3.418 15.236 28.448 -0.093 -0.056 0.059
O 4.068 14.352 26.047 0.313 -0.006 0.038
O 2.597 2.325 28.185 -0.228 -0.168 0.001
O 6.418 3.335 30.917 -0.171 -0.157 0.232
O 1.248 3.56 30.129 -0.022 0.16 -0.012
O 1.62 15.222 26.53 0.054 -0.261 -0.439
O 4.876 5.47 31.49 -0.15 0.055 -0.032
O 4.3 5.224 24.249 0.017 0.038 -0.085
O 3.917 11.815 22.135 0.067 -0.292 -0.082
O 1.421 7.303 27.689 -0.009 -0.116 -0.226
O 5.292 12.149 27.124 0.15 -0.309 -0.108
O 4.032 10.088 28.052 -0.275 -0.141 -0.144
O 10.643 0.069 28.997 0.077 0.142 -0.207
O 8.067 15.6 29.549 -0.035 0.137 -0.024
O 11.893 10.321 26.658 -0.121 0.025 0.206
O 9.225 3.246 30.938 -0.01 -0.008 -0.281
O 9.449 5.491 28.489 0.05 -0.083 -0.204
O 11.71 6.668 29.082 0.055 -0.008 -0.306
O 14.727 6.389 28.439 -0.117 0.034 0.085
O 10.634 6.973 25.368 -0.035 0.151 -0.183
O 3.608 8.559 25.987 -0.352 -0.256 -0.245
O 8.676 0.351 23.241 0.042 0.016 -0.267
O 15.858 13.693 26.883 0.108 -0.155 -0.151
O 14.375 13.634 30.808 -0.216 0.135 0.23
O 15.58 16.273 26.519 -0.215 0.1 -0.081
O 12.91 15.852 30.291 -0.104 -0.01 0.107
O 15.752 11.48 31.89 -0.242 -0.187 0.213
O 15.305 1.995 25.017 -0.087 -0.16 -0.209
O 7.872 5.532 30.669 -0.261 0.303 -0.103
O 15.541 1.689 29.651 0.128 0.228 0.265
O 1.837 4.877 23.529 -0.172 0.17 -0.341
O 13.012 7.41 26.594 -0.202 0.347 0.008
O 13.97 11.897 26.148 -0.101 -0.3 0.044
O 14.935 11.377 29.456 0.083 -0.183 -0.269
O 5.116 12.501 24.441 0.212 -0.142 -0.101
O 1.583 0.995 30.269 0.055 0.01 0.165
O 2.954 14.225 30.904 -0.068 0.116 0.147
O 0.906 14.517 32.533 0.045 0.257 0.019
O 5.494 14.601 29.822 -0.089 0.058 -0.094
O 3.224 5.292 27.376 0.201 -0.012 0.159
O 0.368 11.677 0.715 0.073 0.19 0.092
O 2.34 5.943 29.828 0.008 0.019 0.216
O 1.871 4.942 32.304 0.253 0.141 0.359
O 0.049 9.203 28.995 0.113 0.149 -0.038
O 4.037 10.022 31.892 -0.168 -0.136 0.169
O 5.989 8.41 27.002 -0.039 0.001 0.114
O 5.861 5.698 26.819 0.061 0.038 -0.094
O 7.111 1.762 33.389 -0.19 0.283 0.071
O 6.402 16.336 31.581 -0.042 -0.008 -0.014
O 11.329 1.673 30.941 0.147 0.095 0.048
O 7.376 13.847 31.444 -0.166 -0.193 0.267
O 7.354 7.076 28.689 -0.132 0.254 0.31
O 5.411 8.141 30.645 -0.206 -0.208 0.14
O 11.35 4.031 29.546 0.276 -0.122 -0.143
O 9.524 7.512 30.282 0.005 0.066 0.186
O 5.641 7.577 33.167 -0.047 -0.029 0.136
O 5.693 10.832 29.823 0.172 0.022 0.065
O 1.859 12.095 32.337 0.184 0.119 0.194
O 0.549 13.13 30.264 0.039 0.206 0.06
O 13.818 6.452 30.894 -0.049 -0.06 0.207
O 11.999 8.364 31.082 -0.073 0.105 0.243
O 11.568 3.943 32.238 0.08 -0.025 0.298
O 13.258 5.491 33.703 -0.028 -0.08 -0.298
O 13.54 15.343 32.732 0.038 0.159 0.059
O 10.811 11.087 34.16 0.14 0.07 0.099
O 13.884 9.019 28.444 -0.078 0.065 -0.015
O 15.602 8.169 26.671 0.034 0.108 0.035
O 9.558 13.163 32.726 0.286 -0.174 0.017
Si 0.014 0.038 5.544 0.056 0.011 0.027
Si 2.731 2.722 5.493 0.026 -0.028 -0.073
Si 0.007 5.445 5.553 -0.022 -0.016 -0.098
Si 2.736 8.141 5.523 -0.068 -0.005 0.003
Si 16.382 10.918 5.532 0.013 0.028 0.05
Si 2.765 13.666 5.551 0.029 0.025 -0.028
Si 5.468 16.363 5.526 0.003 0.013 -0.062
Si 8.196 2.733 5.574 0.068 0.056 0.03
Si 5.418 5.443 5.535 0.006 -0.038 -0.047
Si 8.144 8.168 5.515 0.002 -0.081 -0.005
Si 5.507 10.863 5.498 -0.041 0.027 -0.053
Si 8.259 13.573 5.498 -0.061 0.026 -0.008
Si 10.95 16.344 5.554 0.018 -0.058 0.03
Si 13.722 2.713 5.595 0.041 0.092 0.06
Si 10.897 5.468 5.526 -0.024 -0.03 -0.032
Si 13.668 8.152 5.52 -0.07 0.064 -0.055
Si 10.939 10.904 5.482 0.061 -0.054 -0.054
Si 13.658 13.634 5.477 0.013 -0.027 0.03
Si 1.38 1.382 6.911 -0.058 0.002 -0.02
Si 4.076 4.07 6.902 -0.003 0.032 -0.015
Si 1.37 6.806 6.915 0.017 0.013 0.011
Si 4.104 9.532 6.875 -0.014 0.007 -0.028
Si 1.373 12.283 6.882 -0.005 -0.027 0.011
Si 4.12 15.017 6.922 -0.004 -0.005 0.018
Si 6.828 1.336 6.902 -0.002 -0.011 -0.004
Si 9.567 4.096 6.923 -0.026 -0.034 -0.003
Si 6.797 6.806 6.897 -0.009 0.039 -0.019
Si 9.552 9.541 6.852 0.007 0.024 -0.041
Si 6.868 12.237 6.872 0.072 -0.059 0
Si 9.57 14.977 6.895 0.028 0.009 0.003
Si 12.319 1.328 6.912 0.033 -0.034 -0.04
Si 15.06 4.093 6.945 0.017 -0.081 0.027
Si 12.279 6.818 6.895 0.011 0.031 0.004
Si 15.021 9.539 6.89 -0.008 0.026 0.023
Si 12.299 12.273 6.867 -0.014 0.036 -0.029
Si 15.03 15.019 6.857 -0.022 0 -0.053
Si 0.014 2.722 8.297 0.011 0.047 0.018
Si 2.738 16.392 8.265 0.022 0.009 -0.001
Si 16.398 8.184 8.268 0.035 0.014 -0.008
Si 2.727 5.44 8.283 -0.038 -0.04 0.005
Si 16.397 13.653 8.236 0.006 0 -0.011
Si 2.741 10.909 8.246 -0.011 0.011 0.001
Si 5.46 2.711 8.264 -0.011 -0.005 -0.005
Si 8.202 16.363 8.258 -0.022 0.006 -0.006
Si 5.455 8.179 8.265 0.009 -0.026 0.014
Si 8.183 5.458 8.267 0.03 0.009 0.015
Si 5.5 13.625 8.245 -0.034 0.028 -0.009
Si 8.217 10.893 8.255 -0.018 0.029 0.006
Si 10.939 2.709 8.267 -0.035 -0.001 0.012
Si 13.68 16.366 8.266 -0.013 0.019 0.004
Si 10.917 8.195 8.246 0.026 -0.017 -0.007
Si 13.654 5.458 8.273 -0.01 -0.033 -0.003
Si 10.946 13.632 8.257 0.002 0.012 0.006
Si 13.658 10.913 8.249 -0.005 -0.04 -0.007
Si 1.365 4.087 9.659 -0.005 -0.025 -0.001
Si 4.098 1.351 9.638 -0.002 -0.003 -0.014
Si 1.371 9.554 9.629 -0.011 -0.01 0.001
Si 4.098 6.815 9.638 -0.003 0.018 -0.002
Si 1.358 15.017 9.611 -0.019 0.006 -0.003
Si 4.116 12.275 9.614 0.012 0 0.002
Si 6.825 4.085 9.633 0.008 -0.01 -0.004
Si 9.561 1.341 9.631 0.012 -0.004 0.003
Si 6.839 9.54 9.617 -0.015 -0.01 0.002
Si 9.555 6.829 9.619 -0.014 -0.012 -0.005
Si 6.84 15.001 9.632 0.022 -0.009 0.008
Si 9.576 12.269 9.616 0.006 -0.004 -0.003
Si 12.289 4.088 9.642 0.039 -0.012 0.01
Si 15.031 1.344 9.632 0.021 -0.013 -0.009
Si 12.288 9.556 9.617 -0.001 0.032 0.001
Si 15.021 6.825 9.64 -0.018 0.006 -0.005
Si 12.3 15.009 9.626 0.016 0.011 0.009
Si 15.029 12.286 9.611 0.011 0.007 -0.005

Results
total energy: -115451.094 eV
total energy less fixed offsets of O -438.35, Si -107.03 eV per atom: 15.246 eV
